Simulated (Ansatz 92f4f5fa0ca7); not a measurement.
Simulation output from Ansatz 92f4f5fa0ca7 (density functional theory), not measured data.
Periodic cell of 256 atoms, Si144O112, from a study of silicon, its oxide and their interface. The atomic structure is a simulated model.
Doubt: the cutoff is far below the 930 eV that the study's wrapper takes by default for these files, so forces and energies are approximate.

Settings: functional PBE; potential files Ansatz PAW; basis plane waves; wave-function cutoff 580 eV; density cutoff ratio 5; exchange-correlation grid ratio 1; k mesh 1 x 1 x 1, Gamma-centred; self-consistency stop 5e-08 eV per atom in the density residual; occupations fixed; spin none; net charge 0.

Cell vectors (angstrom)
a 10.938 0 0
b 0 10.938 0
c -1.9408 -5.264 37.0912

Atoms and the computed forces on them: element, x, y, z (angstrom), force x, y, z (eV/angstrom)
Si -0.2918 -6.9347 29.524 -0.0122 0.016 -0.0886
Si 2.3988 -4.2817 29.7376 -0.0241 0.0019 -0.0812
Si -0.9288 -0.8706 29.7091 -0.1319 0.1265 -0.3097
Si 1.9315 -9.1489 29.4579 -0.1406 0.0421 -0.1711
Si -6.3225 -6.4125 29.4976 -0.0539 0.1466 -0.1021
Si -3.5001 -3.6484 29.4592 -0.0746 0.0826 -0.1725
Si 5.2097 -1.4304 29.4956 0.0454 -0.0693 -0.0549
Si -3.0258 -9.6135 29.7914 0.0436 0.0636 -0.1466
Si 0.8147 -5.417 31.0152 0.0204 0.0656 -0.2094
Si 3.5902 -2.5683 30.8844 -0.0165 0.0015 -0.2616
Si 0.7914 -10.6999 30.9089 0.0665 -0.0547 -0.2573
Si 3.5065 -8.0169 30.8612 0.0246 0.0003 -0.1499
Si -4.6754 -5.2602 30.8269 0.0197 -0.0411 -0.2178
Si -2.0123 -2.5335 30.9628 0.0675 -0.046 -0.1418
Si 6.2789 0.1172 30.9637 0.0078 0.0227 -0.2068
Si -1.8321 -8.0235 31.0122 -0.0373 0.0047 -0.2841
Si -0.5672 -3.9256 32.2701 0.0129 0.0505 0.053
Si 2.1842 -1.1765 32.2465 -0.0158 -0.0039 0.0143
Si -0.5231 -9.3864 32.3637 0.0915 0.0342 0.0225
Si 2.2034 -6.7041 32.3512 -0.038 -0.0856 0.0725
Si 4.9264 -3.9161 32.3004 0.0595 0.0119 -0.0977
Si 7.6224 -1.1857 32.3612 -0.0155 -0.0488 0.1084
Si 4.8934 1.5506 32.2496 -0.0014 0.0584 0.0909
Si -3.2931 -6.6264 32.2557 -0.0693 0.0289 0.0178
Si -1.9408 -5.264 33.6729 -0.093 0.0444 -0.2042
Si 0.7937 -2.5295 33.6729 0.0493 -0.0434 -0.4329
Si -1.9408 0.205 33.6729 0.0574 -0.0932 0.239
Si 0.7937 -7.9985 33.6729 0.2845 -0.2088 0.648
Si 3.5282 -5.264 33.6729 0.1591 -0.0663 0.0208
Si 6.2627 -2.5295 33.6729 -0.0927 -0.2103 0.3787
Si 3.5282 0.205 33.6729 -0.0477 -0.0092 -0.323
Si 6.2627 -7.9985 33.6729 -0.0189 -0.0101 -0.4893
Si 1.3673 -1.3673 3.418 -0.2408 -0.1117 -0.1094
Si 4.1018 1.3673 3.418 -0.1269 -0.0493 0.1988
Si 1.3673 4.1018 3.418 0.3914 0.0681 -0.2053
Si 4.1018 -4.1018 3.418 -0.1111 0.0388 0.4731
Si 6.8362 -1.3673 3.418 -0.0835 0.0544 -0.0878
Si -1.3673 1.3673 3.418 -0.0722 -0.1558 0.2257
Si 6.8362 4.1018 3.418 -0.2582 0.1829 -0.4373
Si -1.3673 6.8362 3.418 0.2003 0.482 0.0081
Si 2.7196 -0.0558 4.7865 0.1057 0.0843 -0.0958
Si 5.446 2.7936 4.772 -0.0832 -0.0208 -0.0047
Si 2.6886 5.4842 4.8482 0.0032 0.0719 0.0342
Si 5.4629 -2.6866 4.8112 -0.0359 -0.0493 -0.1486
Si -2.7803 -0.0066 4.8149 -0.0031 0.0743 -0.1233
Si 0.0631 2.7216 4.744 0.0803 0.0114 -0.187
Si 8.1513 5.525 4.7086 -0.1172 -0.0241 -0.1116
Si -0.0108 -2.6769 4.8482 -0.1174 -0.024 0.1217
Si 1.3665 1.2966 6.1373 -0.1075 -0.0047 0.1103
Si 4.0949 4.1132 6.2199 0.0139 0.0535 0.1496
Si 1.3522 -4.0237 6.2839 0.0332 -0.0008 0.211
Si 4.0894 -1.3485 6.2183 -0.0229 -0.0967 0.1322
Si -4.134 1.445 6.1165 0.084 0.01 0.2047
Si -1.3073 4.2206 5.8819 0.0081 0.0095 0.1757
Si 6.8425 -4.0615 6.1391 0.0776 0.0206 0.2071
Si -1.4767 -1.3544 6.272 -0.0032 -0.1547 0.2548
Si -0.3409 0.3204 7.5014 -0.0254 0.1001 0.4586
Si 2.915 2.4525 7.4524 0.206 -0.1568 0.3373
Si -0.4134 -5.1615 7.4364 0.0655 0.0336 0.033
Si 3.0818 -2.9996 7.6621 -0.1326 0.0716 0.1808
Si 5.204 0.3319 7.4539 -0.0771 0.1169 0.266
Si -2.4184 2.6906 7.1887 0.079 0.0299 0.2944
Si 5.3657 5.6994 7.5077 -0.1492 0.0124 0.1539
Si -2.6818 -2.9546 7.7227 0.0848 0.0859 -0.0818
Si -0.5735 -6.6312 35.0402 0.0247 -0.0214 -0.0423
Si 2.161 -3.8967 35.0402 0.012 0.0037 -0.0368
Si -0.5735 -1.1622 35.0402 -0.0488 0.0566 -0.0013
Si 2.161 1.5723 35.0402 -0.1117 0.0366 0.0444
Si 4.8955 -6.6312 35.0402 -0.0281 0.0703 0.001
Si -3.308 -3.8967 35.0402 -0.0643 0.0344 0.0008
Si 4.8955 -1.1622 35.0402 -0.0139 -0.0889 -0.0422
Si 7.63 1.5723 35.0402 0.036 -0.003 -0.0301
Si 0.7937 -5.264 36.4074 -0.0325 -0.0082 -0.0187
Si 3.5282 -2.5295 36.4074 0.012 0.0826 -0.009
Si 0.7937 0.205 36.4074 0.0663 -0.0636 -0.0098
Si 3.5282 -7.9985 36.4074 0.0382 -0.0679 -0.0213
Si -4.6753 -5.264 36.4074 0.0805 -0.0257 -0.0173
Si -1.9408 -2.5295 36.4074 0.0296 -0.0485 -0.0278
Si 6.2627 0.205 36.4074 -0.0271 -0.0153 -0.0221
Si -1.9408 -7.9985 36.4074 -0.011 0.0225 -0.007
Si 1.3673 1.3673 0.6835 -0.0166 0.0546 0.0423
Si 4.1018 4.1018 0.6835 -0.0401 -0.0324 0.0105
Si 1.3673 6.8362 0.6835 0.019 -0.0257 -0.0003
Si 4.1018 -1.3673 0.6835 -0.0093 0.0377 0.0169
Si 6.8362 1.3673 0.6835 -0.0254 -0.0118 0.0001
Si -1.3673 4.1018 0.6835 0.0113 0.0174 0.0179
Si 6.8362 -4.1018 0.6835 -0.0147 0.0485 0.0455
Si -1.3673 -1.3673 0.6835 -0.0591 0.0246 0.0166
Si 0 0 2.0507 0.0105 -0.04 0
Si 2.7345 2.7345 2.0507 0.0686 0.0876 -0.0113
Si 0 5.469 2.0507 0.0204 0.0082 0.0566
Si 2.7345 -2.7345 2.0507 -0.0679 -0.0751 0.0286
Si 5.469 0 2.0507 0.0429 0.0046 0.0261
Si 8.2035 2.7345 2.0507 -0.0093 -0.0072 0.0407
Si 5.469 5.469 2.0507 0.0127 -0.1124 -0.0256
Si 8.2035 -2.7345 2.0507 0.1176 0.0484 -0.0042
Si 7.4135 -0.1324 22.9744 0.031 0.0537 0.1502
Si -2.2627 -5.9282 12.1848 -0.0335 -0.1267 0.1708
Si 6.5502 -7.7445 27.5217 -0.0066 -0.1505 0.2341
Si 0.721 -2.7022 24.7903 0.1067 -0.0099 -0.1207
Si -4.097 -8.7358 24.7405 0.1518 -0.0466 0.0256
Si 3.7725 4.8845 20.8264 0.0073 -0.0199 0.148
Si -0.7163 -9.6612 16.5514 0.0793 -0.0113 -0.2191
Si 0.7587 0.8153 14.0102 -0.0124 0.0611 -0.2871
Si -11.931 -5.2289 24.2795 0.137 0.0622 -0.0577
Si -6.1705 1.9284 17.2473 0.0085 0.1065 -0.17
Si -5.6952 -7.7113 22.5516 0.0922 -0.1265 0.2145
Si 6.9661 -0.9828 9.8039 -0.0255 0.0983 0.0295
Si -7.7881 -1.0454 24.4065 -0.0805 -0.1624 -0.0302
Si 0.1449 -1.3564 17.8289 -0.0985 -0.0299 0.0196
Si 13.8757 -2.5754 10.7841 0.0924 0.0484 0.2836
Si 2.7427 2.2212 19.5003 0.0602 -0.0487 0.1018
Si -3.121 2.2722 21.1474 0.029 -0.0676 0.2265
Si -7.6032 -5.5469 11.2197 -0.0035 -0.0026 0.1936
Si 1.65 -5.2981 15.9195 -0.092 -0.0284 -0.2876
Si 0.8987 -13.3675 27.7858 -0.2081 -0.1233 0.0882
Si -3.3064 2.2689 18.0566 -0.0176 0.0316 0.0048
Si -7.2109 1.1862 14.383 0.0111 0.0479 -0.2574
Si -5.202 -3.8732 20.5299 0.006 0.1206 0.1054
Si 0.3387 9.1272 12.3568 0.0026 0.0708 -0.0778
Si 8.7946 -3.2607 16.7245 0.0687 -0.0991 -0.1611
Si -0.186 -12.9357 20.9527 -0.08 0.0218 0.1634
Si -1.068 10.8246 10.3389 0.143 -0.0017 0.2671
Si -7.7412 -0.2563 27.4448 0.0039 0.0161 0.119
Si 8.7965 -5.5202 27.2853 0.0183 -0.0157 0.1242
Si 10.1881 -4.0919 14.1536 0.0545 0.0138 -0.2559
Si -7.5431 0.7178 22.0309 0.0688 -0.0846 0.1678
Si 2.8609 -2.9251 17.485 -0.1186 -0.1472 -0.0541
Si -5.031 -3.3311 17.5452 0.05 -0.094 -0.0074
Si -4.6859 4.3122 13.8088 0.057 0.0108 -0.2512
Si 3.3378 4.2637 13.8227 0.0002 0.0265 -0.1957
Si 7.2872 -6.5898 9.5945 -0.0403 -0.1101 -0.0678
Si -0.359 -8.324 11.8917 -0.1077 -0.1364 0.1291
Si -1.2917 2.7661 23.5636 0.0038 0.0066 0.1179
Si 0.4909 3.6154 17.872 -0.0174 -0.0022 -0.1432
Si 12.6017 -4.0346 20.1131 -0.0815 0.077 0.078
Si 5.0921 -12.5885 22.3168 0.0017 0.0594 0.187
Si -5.5152 2.8753 11.3928 -0.0706 -0.0995 0.0835
Si -6.1229 -11.0773 11.7693 -0.1599 0.1138 -0.0281
Si -0.5832 -0.2002 23.3699 -0.0246 0.0459 0.1385
Si -12.0588 -16.1565 19.047 0.0048 0.0434 0.0688
Si 8.6084 -4.2728 21.6337 0.1211 0.0162 0.2109
Si 1.2457 -6.8412 9.5631 -0.0303 -0.0011 -0.1432
Si 6.1513 -6.4811 16.833 0.0427 -0.1027 -0.2728
O 6.3731 -7.9173 21.3719 0.0143 0.012 -0.0906
O 0.1311 -6.1245 8.6408 0.0054 -0.0433 0.1508
O 4.0685 1.4001 8.0662 -0.0197 0.0233 -0.6788
O 5.8821 -0.3286 8.7888 0.045 -0.0817 0.0015
O -1.9868 -10.6858 29.031 0.0408 -0.0556 0.7502
O 0.7992 -8.0432 28.8989 0.0724 -0.0119 0.4778
O -7.3728 -8.2842 13.6447 0.0073 0.0083 0.0459
O 2.3133 -2.4492 24.5565 -0.0375 0.0978 -0.0243
O 3.7819 6.9823 11.1928 -0.0361 -0.0164 -0.0803
O 8.1818 3.7225 8.4142 -0.0387 0.0208 0.0418
O 9.4043 -4.1104 8.1348 0.1022 0.0218 -0.3966
O 2.0624 2.9288 8.7805 -0.0165 0.0716 -0.1033
O 5.8294 6.0288 17.0712 -0.022 0.0618 0.0406
O -6.2129 7.9633 21.4564 0.0323 -0.0833 -0.1066
O 3.4954 -5.2852 28.9632 0.0089 -0.0185 0.5771
O 2.6207 -9.7903 28.0738 -0.0002 0.0018 0.1688
O 6.3133 -2.5363 28.8918 0.0265 -0.0453 0.4804
O -4.7396 -3.1601 19.1458 -0.0151 0.0366 -0.0615
O 5.1659 -7.0873 28.0834 0.0237 0.0124 0.1765
O 11.0569 -1.228 24.4136 0.0245 -0.0272 -0.0246
O -2.489 2.5118 24.6633 -0.0513 0.0171 -0.0228
O 1.2145 -2.8469 21.1603 0.051 -0.0607 -0.0528
O -1.3208 1.6289 7.8346 -0.0512 -0.1541 -0.4826
O 1.5303 -2.6269 11.6099 0.0168 -0.0524 -0.0597
O -0.1664 -0.634 21.8497 0.0238 -0.056 -0.1537
O 4.6205 -0.6354 28.1607 -0.022 0.0147 0.0482
O -9.6266 2.7644 18.9796 -0.0441 0.0071 0.0155
O -2.7431 2.179 19.5795 0.0254 -0.0062 -0.122
O -2.7228 -4.2165 28.0984 -0.0445 0.0407 0.1977
O 9.9777 -2.1455 16.9065 0.0096 0.0494 0.0348
O 2.6376 -2.4766 9.1784 -0.0131 -0.0663 -0.398
O 2.1961 11.7085 14.78 -0.0059 -0.0122 0.0979
O -6.15 3.5684 17.0578 -0.0128 -0.0078 0.1186
O 0.5551 2.2149 13.1841 0.0222 -0.0138 0.0557
O 4.2562 -4.1143 8.0078 -0.0891 -0.0103 -0.3089
O 0.863 -0.3975 12.9439 0.0339 0.0087 0.0742
O 2.5526 0.0009 23.2612 0.0743 0.0439 -0.0586
O 4.3492 4.5659 22.3229 -0.0795 0.0465 -0.1506
O 4.4608 -2.5776 17.2311 0.0196 0.0306 0.0049
O 9.2954 -7.4327 12.3702 0.042 0.0045 -0.0191
O -9.2356 -12.6874 17.4502 0.0642 0.051 -0.0022
O 2.1642 -1.4353 27.842 0.029 0.0048 -0.0848
O 4.2007 1.982 22.6456 -0.0298 0.0111 -0.0437
O 10.7352 -2.6567 13.6264 -0.0081 -0.0477 0.1073
O -6.3798 1.2495 15.777 0.0608 -0.0432 0.1878
O -8.5868 5.6744 20.9316 0 0.0345 -0.0292
O -1.1856 -4.8627 12.7758 -0.0006 0.0148 0.0187
O -0.8574 4.1864 18.5755 -0.0215 -0.0193 0.0219
O -8.4487 1.19 20.7542 -0.0357 0.0492 -0.1239
O -3.6054 5.2609 13.0714 -0.0115 0.0193 0.0091
O -0.3956 -1.663 28.3776 0.1435 -0.0695 0.0665
O -4.8194 -7.9871 12.8911 -0.0215 0.0228 0.0621
O 10.6146 -9.5168 23.5842 0.0124 -0.0513 -0.0766
O -2.7008 -5.7292 10.6191 -0.0225 0.0395 -0.083
O -6.1495 5.0296 13.8758 0.0192 -0.0038 0.1184
O -0.4985 -6.7886 23.993 -0.0475 -0.0172 -0.0543
O -3.9271 -4.1192 21.4911 -0.095 -0.0322 -0.0647
O -6.3687 -1.6235 23.8611 -0.0288 0.0333 -0.148
O 4.4672 -6.7447 11.1121 -0.0021 0.0521 0.0033
O -2.6101 -0.1063 9.8403 -0.1257 0.0749 -0.0147
O -0.0293 0.2324 17.5819 0.0374 -0.0144 0.0897
O -3.2376 0.7252 21.6325 -0.0276 0.0313 -0.1499
O 7.3229 -7.0718 17.8062 0.024 -0.0214 0.0548
O 2.3067 5.2575 9.974 -0.0177 0.0399 -0.063
O 6.7342 4.0874 15.336 -0.0164 0.0313 0.2143
O -0.2569 -1.6025 19.3847 0.0171 0.0421 -0.0918
O -1.4897 -13.8185 21.4172 0.013 0.0085 -0.0806
O -4.3164 -7.891 10.3143 0.1063 -0.0078 -0.0401
O -4.9088 -7.5535 23.9642 -0.0593 -0.0202 -0.0892
O -6.1848 1.3989 11.1509 0.0246 -0.0368 0.0085
O -6.4677 -0.3859 21.4878 -0.0017 0.0203 -0.0602
O 10.0614 1.2523 11.1906 -0.0221 -0.0533 -0.1117
O 8.9923 -7.9703 22.0664 -0.0242 -0.0147 -0.1358
O -4.6483 2.204 26.2592 -0.048 0.0132 0.0361
O 6.2141 1.4574 17.8544 0.0298 -0.0174 0.0531
O -24.1279 1.5941 16.9995 -0.0446 0.0015 0.0108
O -7.2536 -1.186 11.2289 0.0062 -0.0398 -0.0973
O -1.9285 -15.337 17.8876 -0.02 -0.0345 0.0514
O 6.2403 -0.8712 11.3082 0.2185 -0.0979 -0.2692
O 3.3157 -11.1646 25.8143 0.0426 0.0716 0.1166
O 1.3404 -3.7595 28.5926 -0.0011 0.0833 -0.013
O -8.4508 -3.9617 16.28 0.0846 0.1326 0.1216
O 0.4265 -2.9579 26.3458 0.0039 0.0083 0.1831
O -3.3709 -6.5632 27.0904 0.0174 0.0069 -0.0974
O 6.7009 -1.4993 22.4861 -0.0602 0.0378 -0.0367
O 8.7955 -11.4537 23.699 -0.0028 -0.0312 -0.0536
O 0.55 3.4675 10.8705 0.0534 0.0871 -0.1313
O 1.2748 -6.0157 17.3204 0.0062 -0.0361 0.1571
O -0.9703 -6.2173 28.1959 0.0194 0.0045 0.0153
O -3.7583 -8.6844 28.6715 -0.0563 0.0075 -0.0957
O -0.5149 22.5539 15.0354 -0.1014 0.0087 0.2171
O -1.5985 -5.1204 25.7942 -0.0488 -0.0314 0.1614
O -1.9783 -3.8707 15.2077 -0.1119 0.0327 0.2075
O 2.5363 -5.9398 12.6027 0.0245 0.0354 -0.0156
O -10.7537 -15.0182 24.0727 -0.0249 0.0328 0.0161
O -0.0279 -0.2047 9.067 0.0214 0.0561 -0.4175
O 6.1269 -5.6572 8.9238 -0.0769 0.0411 -0.2376
O -3.6906 -13.6345 16.8215 -0.0704 0.0248 0.0611
O -6.0016 5.7292 20.0702 -0.0126 -0.032 -0.039
O -1.9151 -5.3237 20.4581 0.0249 -0.0443 -0.1488
O -2.1002 6.0668 23.1338 -0.046 0.0292 -0.0832
O 7.4447 -2.4247 9.1155 0.1497 -0.1929 -0.2706
O 6.5323 0.7471 24.0465 -0.0521 0.0372 -0.0185
O -8.4048 -6.4261 15.1801 -0.0046 0.0192 0.156
O 3.5687 -9.4234 18.2762 -0.0316 -0.0455 0.044
O 3.6163 -18.3878 20.0212 0.0035 0.0293 -0.0486
O -8.1933 -3.5545 18.9903 0.0899 0.0039 -0.0228
O 11.2343 -4.4695 19.3486 0.0089 -0.0159 -0.0346
O 0.1232 2.6758 16.5989 -0.0135 0.0225 0.1222
O 11.3319 -4.9217 14.9606 0.0418 -0.0354 0.1085
O 4.4985 0.1262 13.3751 0.0132 -0.0074 0.0865
O -0.8347 -1.4386 11.2789 -0.0433 0.0294 -0.0772

Results
free energy: -155245.265 eV
free energy less fixed offsets of O -568.88, Si -635.61 eV per atom: -2.865 eV

The program warned: the cutoff lies below the one the program advises for these potential files; the forces do not sum to zero within the program's tolerance; the exchange-correlation potential is rough where the density is thin.
